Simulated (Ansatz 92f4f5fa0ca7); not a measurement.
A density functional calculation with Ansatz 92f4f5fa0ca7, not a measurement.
Periodic cell of 363 atoms, Si241O122, from a study of silicon, its oxide and their interface. The atomic structure is a simulated model.
Doubt: the cutoff is far below the 930 eV that the study's wrapper takes by default for these files, so forces and energies are approximate.

Settings
functional: PBE
potential files: Ansatz PAW
basis: plane waves
wave-function cutoff: 580 eV
density cutoff ratio: 5
exchange-correlation grid ratio: 1
k mesh: 1 x 1 x 1, Gamma-centred
self-consistency stop: 5e-08 eV per atom in the density residual
occupations: fixed
spin: none
net charge: 0

Cell vectors (angstrom)
a	11.6015	0	0
b	0	13.3963	0
c	0	0	41.0495

Atoms: element, x, y, z (angstrom)
Si	0	2.2327	1.1851
Si	3.8672	2.2327	1.1851
Si	7.7343	2.2327	1.1851
Si	1.9336	5.5818	1.1851
Si	5.8008	5.5818	1.1851
Si	9.6679	5.5818	1.1851
Si	0	8.9308	1.1851
Si	3.8672	8.9308	1.1851
Si	7.7343	8.9308	1.1851
Si	1.9336	12.2799	1.1851
Si	5.8008	12.2799	1.1851
Si	9.6679	12.2799	1.1851
Si	1.9336	1.1164	1.9745
Si	5.8008	1.1164	1.9745
Si	9.6679	1.1164	1.9745
Si	0	4.4654	1.9745
Si	3.8672	4.4654	1.9745
Si	7.7343	4.4654	1.9745
Si	1.9336	7.8145	1.9745
Si	5.8008	7.8145	1.9745
Si	9.6679	7.8145	1.9745
Si	0	11.1635	1.9745
Si	3.8672	11.1635	1.9745
Si	7.7343	11.1635	1.9745
Si	1.9336	1.1164	4.3426
Si	5.8008	1.1164	4.3426
Si	9.6679	1.1164	4.3426
Si	0	4.4654	4.3426
Si	3.8672	4.4654	4.3426
Si	7.7343	4.4654	4.3426
Si	1.9336	7.8145	4.3426
Si	5.8008	7.8145	4.3426
Si	9.6679	7.8145	4.3426
Si	0	11.1635	4.3426
Si	3.8672	11.1635	4.3426
Si	7.7343	11.1635	4.3426
Si	0	0	36.7089
Si	3.8672	0	36.7089
Si	7.7343	0	36.7089
Si	1.9336	3.3491	36.7089
Si	5.8008	3.3491	36.7089
Si	9.6679	3.3491	36.7089
Si	0	6.6981	36.7089
Si	3.8672	6.6981	36.7089
Si	7.7343	6.6981	36.7089
Si	1.9336	10.0472	36.7089
Si	5.8008	10.0472	36.7089
Si	9.6679	10.0472	36.7089
Si	0	0	39.0771
Si	3.8672	0	39.0771
Si	7.7343	0	39.0771
Si	1.9336	3.3491	39.0771
Si	5.8008	3.3491	39.0771
Si	9.6679	3.3491	39.0771
Si	0	6.6981	39.0771
Si	3.8672	6.6981	39.0771
Si	7.7343	6.6981	39.0771
Si	1.9336	10.0472	39.0771
Si	5.8008	10.0472	39.0771
Si	9.6679	10.0472	39.0771
Si	0	2.2327	39.8665
Si	3.8672	2.2327	39.8665
Si	7.7343	2.2327	39.8665
Si	1.9336	5.5818	39.8665
Si	5.8008	5.5818	39.8665
Si	9.6679	5.5818	39.8665
Si	0	8.9308	39.8665
Si	3.8672	8.9308	39.8665
Si	7.7343	8.9308	39.8665
Si	1.9336	12.2799	39.8665
Si	5.8008	12.2799	39.8665
Si	9.6679	12.2799	39.8665
Si	0.0062	-0.0275	28.876
Si	4.4431	-0.4552	30.4762
Si	7.6116	0.332	28.8313
Si	1.6003	3.2535	29.4112
Si	5.9017	5.453	30.4409
Si	9.6216	3.379	29.7704
Si	0.1862	6.7125	29.7487
Si	4.0535	6.3904	29.4083
Si	9.7971	5.5871	30.3777
Si	1.9764	9.806	29.6547
Si	6.0902	9.3361	28.8523
Si	9.8143	9.5274	29.9042
Si	-0.14	2.4247	30.6825
Si	4.1372	1.9013	30.4279
Si	7.6802	2.2181	30.264
Si	2.0669	5.429	30.2497
Si	5.7777	3.3233	29.5445
Si	7.8397	6.4272	29.5108
Si	0.189	8.786	30.8251
Si	4.0222	8.665	29.9669
Si	7.7644	8.6243	30.3338
Si	2.2811	12.0397	30.2995
Si	5.1132	12.2682	28.3489
Si	9.5148	11.7551	30.2552
Si	0.0001	2.2476	32.9625
Si	3.8371	2.2187	32.7786
Si	7.6616	2.1401	32.6795
Si	1.9742	5.5318	32.6943
Si	5.8467	5.5402	32.7883
Si	9.7096	5.5603	32.7681
Si	0.0348	8.8874	33.0806
Si	3.911	8.8652	32.5304
Si	7.693	8.87	32.7149
Si	1.8461	12.2259	32.6935
Si	5.5899	12.3045	32.6012
Si	9.6349	12.2458	32.6519
Si	1.9369	1.0499	33.5649
Si	5.7368	1.0621	33.5655
Si	9.6156	1.0711	33.5199
Si	0.0411	4.4936	33.6211
Si	3.8858	4.4427	33.5589
Si	7.774	4.385	33.533
Si	2.0375	7.7627	33.5506
Si	5.7758	7.7867	33.541
Si	9.6286	7.783	33.6092
Si	-0.0707	11.1738	33.5856
Si	3.7883	11.0898	33.488
Si	7.645	11.1641	33.3844
Si	1.9352	1.106	35.9221
Si	5.8031	1.1111	35.9248
Si	9.6565	1.1049	35.8979
Si	0.0073	4.4775	35.9612
Si	3.868	4.4643	35.9245
Si	7.7378	4.4567	35.9084
Si	1.9547	7.8063	35.9186
Si	5.7928	7.8144	35.9146
Si	9.6571	7.8084	35.9531
Si	-0.0044	11.1742	35.9366
Si	3.8635	11.1449	35.8827
Si	7.7147	11.1665	35.8315
Si	0.0083	0.0007	5.1811
Si	3.8657	-0.0016	5.1678
Si	7.744	0.0026	5.1747
Si	1.9322	3.3469	5.1148
Si	5.8001	3.3561	5.0635
Si	9.6569	3.3523	5.1436
Si	-0.0077	6.7104	5.1203
Si	3.8706	6.7053	5.1014
Si	7.7339	6.7046	5.1099
Si	1.9321	10.0557	5.1713
Si	5.8058	10.0459	5.1381
Si	9.6754	10.048	5.1614
Si	0.0436	0.0457	7.5843
Si	3.8855	0.0298	7.5578
Si	7.7778	0.0155	7.5694
Si	1.8868	3.3584	7.4684
Si	5.7635	3.3654	7.3896
Si	9.6	3.3879	7.5192
Si	-0.0315	6.7529	7.4766
Si	3.8841	6.7442	7.4476
Si	7.721	6.7501	7.4642
Si	1.9518	10.1105	7.5717
Si	5.834	10.077	7.513
Si	9.7219	10.0817	7.5548
Si	-0.0648	2.3085	8.3033
Si	3.858	2.2919	8.2638
Si	7.6306	2.2592	8.3015
Si	1.9189	5.6231	8.1229
Si	5.7982	5.5896	8.2343
Si	9.6323	5.6388	8.2923
Si	0.0457	8.9402	8.4237
Si	3.8956	8.9568	8.3136
Si	7.7739	8.9625	8.3416
Si	1.984	12.3511	8.4854
Si	5.844	12.3074	8.3235
Si	9.7303	12.3166	8.3999
Si	-0.0795	2.6453	10.6639
Si	4.366	2.6181	10.5707
Si	6.8093	2.6598	10.5044
Si	1.9155	5.6994	10.4251
Si	5.8215	5.6887	10.6134
Si	9.6094	5.6727	10.667
Si	0.1436	8.8891	10.8732
Si	3.9468	8.9	10.691
Si	7.8848	8.8872	10.7303
Si	2.0906	12.2491	10.9252
Si	5.9745	11.9862	10.6708
Si	9.8535	12.1207	10.7858
Si	2.2743	0.9437	12.0261
Si	6.7035	1.187	12.2666
Si	9.7324	0.6141	12.1227
Si	0.0132	4.8126	11.3672
Si	3.8132	4.7426	11.299
Si	7.703	4.5781	11.4516
Si	2.1097	7.74	11.492
Si	5.9118	7.8606	11.3825
Si	9.7699	7.8249	11.5759
Si	0.1959	11.0926	11.6631
Si	4.0223	11.0629	11.499
Si	7.9278	11.0508	11.5175
O	10.5964	0.3284	13.4881
O	11.6695	5.1415	13.0027
O	1.9364	1.1585	13.64
O	7.9734	11.1183	13.204
O	3.5903	4.9273	12.9653
O	5.9958	1.5437	13.6852
O	7.8993	4.2646	13.1012
O	11.9891	11.0755	13.3381
O	5.9053	7.5559	13.0212
O	9.6076	7.8577	13.2515
O	4.2473	11.056	13.1616
O	2.4652	7.3624	13.1143
O	11.842	7.2387	28.1339
O	3.9387	-1.411	27.2244
O	5.592	3.6645	27.8831
O	6.7734	8.7001	27.4718
O	8.6669	14.0273	27.6274
O	1.0088	3.2459	27.8518
O	6.4836	11.5865	23.5173
O	8.1138	6.0653	27.8789
O	4.3736	6.0644	27.7566
O	1.3376	9.6828	28.0849
O	10.1945	9.3558	28.2789
O	9.8046	2.9972	28.1375
Si	3.1942	6.4202	20.8388
Si	10.517	4.1974	19.0335
Si	10.1286	0.059	15.0353
Si	5.5125	10.3463	23.9699
Si	7.6505	11.6288	14.7267
Si	7.5837	8.887	16.2358
Si	2.823	1.0592	15.0023
Si	4.2886	1.1201	23.9438
Si	1.9774	0.2635	17.7629
Si	0.3674	6.7844	19.7107
Si	5.5144	2.2445	15.0552
Si	2.0888	3.0083	23.6995
Si	1.6326	3.7725	26.4474
Si	4.5327	11.7135	14.615
Si	5.9994	12.3019	19.4039
Si	6.4068	-0.5288	22.511
Si	8.5632	1.7256	22.3687
Si	5.8761	7.0858	14.5736
Si	6.0353	1.8029	17.9657
Si	11.6997	10.8086	14.9178
Si	3.4947	12.1081	25.6478
Si	7.7379	3.4541	19.8188
Si	9.1749	3.4237	24.8496
Si	12.1841	11.9435	24.405
Si	3.0772	6.1058	13.9957
Si	11.4181	0.3531	22.0194
Si	10.5482	9.5527	19.7256
Si	10.1346	3.163	16.0613
Si	7.4925	4.4633	14.671
Si	10.1166	7.9983	14.7994
Si	7.3988	9.6932	19.1714
Si	0.3578	12.0962	19.5628
Si	3.5719	2.2977	19.4685
Si	11.6157	8.8001	27.6631
Si	-1.2953	9.8302	25.2537
Si	11.2299	5.5433	25.1339
Si	5.1065	4.0789	21.1187
Si	12.6061	2.8268	20.9148
Si	8.495	5.9866	26.2952
Si	7.413	8.7454	25.9652
Si	4.9216	8.9826	21.1473
Si	4.6428	4.6474	26.9731
Si	4.8114	4.0026	24.1519
Si	9.8847	1.6319	27.2352
Si	3.2071	10.7926	19.4242
Si	2.7203	10.7577	16.674
Si	12.5107	6.8237	22.5363
Si	0.2704	5.3667	14.6013
Si	11.6403	9.5925	22.7006
O	4.3612	6.555	14.9131
O	2.5998	-1.1212	17.2251
O	5.4487	4.3884	22.6968
O	6.1008	14.8743	16.3755
O	11.2404	3.348	20.2216
O	6.0941	12.0788	14.8434
O	10.5263	4.2399	24.4342
O	12.5143	10.8462	23.2442
O	2.0301	6.8064	19.7122
O	8.9879	4.4575	19.5405
O	5.1444	9.4241	22.6901
O	11.8653	-0.098	23.5374
O	3.6295	9.8144	20.627
O	10.0878	6.2929	26.0212
O	10.4113	3.3347	17.6574
O	8.6016	12.88	15.1791
O	11.097	10.864	18.8945
O	13.474	12.0908	25.3998
O	3.6725	13.0751	14.8421
O	5.1565	2.4173	24.4333
O	11.0929	6.7198	15.1153
O	6.1054	13.7809	18.7562
O	13.7909	3.1182	19.8178
O	2.9776	0.8642	18.9178
O	2.8761	9.8998	18.0613
O	8.2111	4.4836	25.6704
O	7.0955	11.2598	18.7757
O	11.322	4.0058	15.3209
O	3.1952	4.1761	23.9684
O	8.4172	2.8818	23.5188
O	10.8608	11.4048	25.2479
O	10.381	9.2973	23.7067
O	7.2726	8.7923	17.8236
O	4.4904	11.7631	19.1595
O	8.7117	3.8541	15.5898
O	1.8744	11.5876	19.9258
O	12.4978	5.1785	26.0843
O	11.5212	6.4798	21.2692
O	8.0654	2.3209	20.9458
O	11.4126	8.9341	26.0606
O	10.7838	9.4672	15.0307
O	5.2782	4.8767	25.4583
O	10.1906	1.5364	15.7794
O	2.3947	6.2233	22.2589
O	11.0911	12.2134	15.5676
O	4.5256	2.534	20.8242
O	11.1739	12.5511	20.9312
O	2.857	1.6141	23.3318
O	3.8878	2.292	15.1103
O	12.7482	8.4242	22.611
O	6.2946	9.2124	20.2808
O	10.1048	1.2673	22.2344
O	11.2638	0.7553	27.4742
O	4.0676	0.1778	25.2368
O	12.7982	3.5001	22.4136
O	4.1786	10.9351	24.7269
O	8.8633	7.9467	15.8477
O	7.0822	6.0248	14.902
O	7.9175	10.406	15.7674
O	1.8894	1.1489	16.3694
O	6.223	8.3734	15.5011
O	12.5536	1.2391	21.2562
O	6.4928	4.3579	20.3272
O	6.3589	12.3621	20.983
O	3.2134	3.9073	26.7517
O	8.7829	9.6532	25.8089
O	1.3426	2.7917	25.1496
O	11.8107	6.4219	23.9205
O	11.3004	8.1918	19.1955
O	6.3015	9.3864	24.9934
O	7.6987	7.1925	25.5218
O	3.9588	5.0368	20.4871
O	10.9661	9.8028	21.2626
O	6.0886	3.7531	15.0719
O	7.6863	0.4249	22.7919
O	7.3274	2.688	18.4291
O	1.8644	5.5446	14.9484
O	0.5256	13.3291	18.4674
O	4.0573	10.6357	15.7536
O	11.3394	5.5899	18.7832
O	4.4443	7.4432	21.0217
O	5.0275	0.2869	22.7754
O	1.4373	10.4029	15.7548
O	8.9275	9.4759	19.6835
O	9.6461	2.1152	25.7025
O	4.6499	2.6674	18.2695
O	8.0963	-0.9678	29.7164
O	15.3744	14.9413	11.7148
O	13.1587	-0.4709	29.0461
O	10.6658	12.0712	29.1126
O	-3.3721	-12.5715	12.6917
O	11.162	14.2816	30.1485
O	17.532	13.29	11.6907
O	12.8716	15.3166	11.2208
O	6.2062	0.0651	28.0025
O	10.1853	1.9975	11.3973
O	2.8662	2.2056	29.3855
O	6.0166	10.9224	28.4798

Results
free energy: -222582.389 eV
free energy less fixed offsets of O -568.88, Si -635.61 eV per atom: 2.981 eV

Forces (eV/angstrom), in the order of the atoms: element, x, y, z
Si	0.0031	0.0113	0.0127
Si	-0.0044	0.0045	0.0275
Si	-0.0035	0.0084	0.0339
Si	0.0088	-0.0279	0.0072
Si	0.0081	-0.0176	-0.0141
Si	0.0006	-0.0071	-0.0034
Si	-0.0235	0.0095	0.011
Si	0.0168	-0.0023	0.002
Si	-0.0068	-0.0223	-0.0162
Si	-0.0105	0.0061	0
Si	-0.0019	0.0097	0.0046
Si	-0.0001	-0.0065	0.0085
Si	-0.0011	-0.0499	0.0003
Si	0.0107	-0.0826	-0.0016
Si	0.0355	-0.0165	-0.0003
Si	-0.0405	0.0138	-0.0129
Si	-0.0404	0.0313	0.0036
Si	0.0163	0.0369	0.0036
Si	-0.0092	0.047	-0.021
Si	0.0155	0.0228	0.0064
Si	-0.0113	0.0493	0.0022
Si	0.0124	0.017	0.0114
Si	-0.0103	-0.0028	-0.0005
Si	0.0338	0.0002	-0.0016
Si	0.0036	-0.1085	0.1016
Si	0.0303	-0.1724	0.1321
Si	0.0563	-0.0476	0.2502
Si	-0.0811	0.0451	0.0893
Si	-0.1032	0.0645	-0.2014
Si	0.1077	0.0803	-0.1803
Si	-0.0418	0.1711	0.0932
Si	0.0361	0.0899	-0.1642
Si	-0.0253	0.1348	-0.0921
Si	0.0339	0.0514	0.207
Si	-0.0204	0.0189	0.2014
Si	0.0853	0.0594	0.2082
Si	-0.0925	0.0612	0.0429
Si	0.0164	-0.1535	-0.0885
Si	-0.0166	-0.1744	-0.1107
Si	0.0814	-0.0786	0.021
Si	0.0241	-0.0333	-0.0574
Si	-0.031	-0.1291	-0.063
Si	0.0961	0.1148	0.0593
Si	0.0653	-0.0602	0.2113
Si	-0.1651	-0.1093	-0.0043
Si	0.0339	-0.0161	-0.1081
Si	0.0236	0.0452	-0.2336
Si	-0.2065	0.1455	-0.2139
Si	-0.0267	0.065	0.001
Si	0.0075	-0.0744	0.001
Si	-0.0051	-0.0676	-0.004
Si	0.0108	-0.0255	0.012
Si	0.0084	0.0105	0.0063
Si	0.0182	-0.0197	0.005
Si	0.039	0.0718	0.0042
Si	0.0567	-0.0249	-0.0143
Si	-0.0649	-0.0425	0.0029
Si	-0.0011	-0.0207	-0.0112
Si	0.0104	0.0298	-0.0038
Si	-0.1047	0.0357	0.0139
Si	0.0009	-0.0116	0.0176
Si	-0.0001	0.0056	-0.0243
Si	-0.0019	-0.0012	-0.03
Si	-0.0038	0.0235	-0.0109
Si	-0.0108	0.0233	0.0458
Si	-0.0012	0.0092	-0.0361
Si	0.0199	-0.0146	-0.0152
Si	-0.0078	-0.0119	-0.0093
Si	0.0096	0.0159	-0.0052
Si	0.0046	-0.001	-0.0206
Si	0.0035	-0.0064	0.0125
Si	0.0013	0.0043	0.0019
Si	-0.1679	0.1546	-0.0978
Si	0.3208	-0.3445	0.1268
Si	0.3214	0.1316	-0.1456
Si	-0.1887	0.3128	-0.3476
Si	-0.0556	0.0186	0.1039
Si	-0.0035	-0.0613	-0.6027
Si	-0.0681	0.1919	-0.5367
Si	0.0226	-0.1221	-0.3522
Si	-0.0284	0.2065	0.3891
Si	-0.242	-0.2393	-0.6056
Si	0.5314	0.3511	0.0085
Si	-0.0042	-0.1636	-0.5568
Si	0.0773	-0.1112	0.271
Si	-0.1552	-0.0237	0.0303
Si	-0.2176	-0.1601	0.3582
Si	0.0264	-0.2197	0.2096
Si	-0.0123	0.3311	-0.4801
Si	0.2498	-0.183	-0.4156
Si	0.1958	-0.1634	0.3827
Si	-0.0309	0.0466	0.0997
Si	-0.3441	-0.163	0.1626
Si	-0.2639	0.4599	0.3492
Si	0.078	0.1426	0.0868
Si	-0.2505	0.5161	0.3938
Si	-0.0583	-0.0156	0.105
Si	0.1073	0.0766	-0.1464
Si	-0.0396	0.1108	-0.0099
Si	0.0604	0.0375	-0.0794
Si	0.0326	-0.0163	0.0971
Si	-0.0869	-0.1245	-0.0525
Si	0.0283	-0.0489	0.0495
Si	0.0871	0.0153	-0.0253
Si	0.0736	-0.075	-0.0801
Si	-0.1856	-0.0485	-0.2659
Si	0.1022	0.0634	-0.1518
Si	0.0135	-0.0198	-0.3172
Si	-0.0545	0.0014	-0.0732
Si	0.106	0.107	-0.0597
Si	0.0714	-0.013	-0.0313
Si	-0.035	0.044	-0.1348
Si	-0.0043	0.0133	-0.0876
Si	-0.0395	0.0359	-0.1184
Si	-0.129	-0.1031	-0.0989
Si	0.0498	-0.0264	-0.1231
Si	-0.0115	-0.0406	-0.1106
Si	0.0418	0.0252	0.0605
Si	-0.048	-0.0518	-0.1175
Si	-0.1648	0.0765	-0.1032
Si	0.0551	-0.0356	0.051
Si	-0.0217	-0.0229	0.0401
Si	-0.0381	0.022	0.0417
Si	-0.0018	0.0348	0.0126
Si	-0.0081	0.0275	-0.0054
Si	0.0473	-0.0366	-0.0072
Si	0.1591	-0.0613	0.0343
Si	-0.0169	0.0244	0.0259
Si	-0.0209	-0.0067	0.0044
Si	-0.0203	0.0131	0.0257
Si	-0.0707	-0.0433	0.0423
Si	-0.0332	0.0091	0.0141
Si	-0.0005	0.0316	-0.0546
Si	0.0017	0.0363	-0.0455
Si	0.0331	-0.0003	-0.0654
Si	-0.0093	-0.0325	0.0011
Si	-0.0481	-0.0119	0.0227
Si	-0.0506	-0.015	0.0024
Si	-0.0271	0.0036	-0.0215
Si	0.0517	-0.0018	0.0019
Si	0.0057	0.0171	0.027
Si	0.0017	0.0491	-0.0017
Si	0.0024	0.0245	0.0164
Si	0.0349	0.0276	0.0048
Si	0.0181	-0.0603	0.1069
Si	0.05	-0.0227	0.0823
Si	-0.025	0.0066	-0.0877
Si	0.0691	0.0043	0.08
Si	0.0292	0.1288	0.0787
Si	-0.1038	0.0235	0.1334
Si	-0.0128	-0.0132	0.1165
Si	-0.0448	-0.0318	0.1474
Si	-0.016	-0.0554	0.1923
Si	-0.0123	-0.0262	0.207
Si	-0.0216	-0.0716	0.1238
Si	-0.0522	-0.0375	0.1746
Si	0.0094	0.0815	0.0347
Si	-0.1539	0.0295	0.1065
Si	0.0662	-0.0299	0.0589
Si	0.0256	0.057	-0.0862
Si	0.1437	-0.021	0.0407
Si	0.0384	0.0445	-0.0667
Si	0.0638	0.1272	-0.0485
Si	0.0211	0.0985	-0.0391
Si	0.048	0.0555	-0.0866
Si	-0.0545	-0.1021	-0.0965
Si	0.0192	-0.0615	-0.0009
Si	0.0495	-0.1459	-0.0369
Si	-0.0746	-0.3845	0.009
Si	0.0943	-0.0335	-0.1455
Si	-0.2001	-0.2121	-0.12
Si	0.0042	0.0858	-0.2615
Si	0.0336	0.5856	-0.3131
Si	0.0675	0.0741	-0.3845
Si	0.0612	-0.0477	-0.2229
Si	0.0257	0.1232	-0.2723
Si	-0.0457	0.1173	-0.3118
Si	0.0255	0.0798	-0.1868
Si	-0.1045	0.2348	-0.0213
Si	0.0622	0.1652	-0.1891
Si	0.0843	0.1781	0.3874
Si	0.4031	0.0418	0.4242
Si	-0.0965	-0.1708	0.2483
Si	-0.0709	0.2498	0.6183
Si	-0.0918	0.1594	0.7581
Si	-0.0842	-0.2929	0.6749
Si	0.2478	-0.2631	0.5115
Si	-0.1404	-0.4187	0.4058
Si	-0.2993	0.0049	0.6121
Si	0.1645	-0.0974	0.568
Si	0.0465	-0.247	0.3662
Si	0.1235	-0.2716	0.5525
O	0.0419	-0.005	-0.3117
O	-0.0128	-0.0443	-0.3595
O	-0.082	-0.1362	-0.5431
O	-0.003	-0.0397	-0.4539
O	0.106	-0.1919	-0.3071
O	0.0233	-0.0151	-0.3518
O	-0.0502	0.1159	-0.5982
O	-0.0299	0.0217	-0.6816
O	0.0491	0.1677	-0.2248
O	0.0051	-0.0064	-0.5848
O	-0.1478	-0.0378	-0.4275
O	-0.2319	0.338	-0.4435
O	0.0064	-0.0923	0.4169
O	0.0928	-0.0145	0.2331
O	0.1148	-0.233	0.4586
O	-0.2528	-0.1111	0.37
O	-0.0558	-0.0943	0.0435
O	0.056	-0.0444	0.4084
O	-0.0011	-0.0562	0.0168
O	-0.2315	0.0486	0.3895
O	-0.1616	0.3003	0.5029
O	0.2253	0.1689	0.4177
O	0.081	-0.0577	0.042
O	0.0601	0.1938	0.1457
Si	-0.1864	0.1146	0.0576
Si	0.033	-0.0349	-0.1756
Si	-0.1772	0.1995	0.3175
Si	0.0235	0.0809	-0.0058
Si	0.0027	-0.0835	0.2501
Si	-0.1138	-0.096	-0.1063
Si	0.2032	0.0448	0.4185
Si	0.0156	0.0013	-0.0447
Si	-0.0235	-0.0796	-0.1123
Si	-0.1138	0.0102	0.0542
Si	-0.0488	0.0291	0.1624
Si	0.0724	-0.0356	-0.0846
Si	-0.1595	0.1059	-0.3987
Si	-0.0241	0.0216	0.3379
Si	-0.0124	0.0245	-0.0307
Si	-0.0572	0.0492	0.0612
Si	-0.0031	0.1316	0.1048
Si	0.1414	0.1737	0.2194
Si	0.0384	0.0413	-0.0079
Si	-0.0073	0.0085	0.3957
Si	0.0089	0.1298	-0.4432
Si	0.0046	-0.0851	-0.0684
Si	0.0903	0.1507	-0.1265
Si	-0.0865	-0.1292	-0.1822
Si	0.0458	-0.1365	-0.0869
Si	0.0309	-0.1107	0.0923
Si	0.1078	0.0006	0.1013
Si	0.0465	-0.0414	0.0402
Si	-0.0164	0.1151	0.2395
Si	-0.1265	-0.0142	0.2599
Si	-0.0771	-0.0418	-0.2027
Si	0.056	0.0519	-0.112
Si	0.0915	-0.0857	-0.1277
Si	-0.1427	-0.1149	-0.2098
Si	-0.0592	0.2323	-0.3414
Si	-0.1457	-0.1215	-0.1982
Si	0.0772	-0.1408	0.0697
Si	-0.044	0.0113	0.0388
Si	0.2	-0.0546	-0.2459
Si	0.0717	0.0982	-0.3114
Si	0.0234	0.1681	-0.0202
Si	0.0051	-0.121	-0.2066
Si	-0.1109	-0.2623	-0.1846
Si	-0.2527	0.2494	-0.1876
Si	-0.0223	-0.0084	-0.2045
Si	0.0757	0.0731	-0.0033
Si	-0.0666	0.0472	0.1366
Si	-0.1265	-0.2072	0.2953
Si	-0.0251	0.076	0.0103
O	-0.2015	-0.0233	-0.1298
O	0.0495	-0.0158	0.1428
O	0.0068	0.0339	0.0038
O	-0.0174	-0.0241	-0.127
O	0.0559	0.0034	0.0607
O	0.0427	0.0063	-0.1889
O	0.0021	0.0044	0.0955
O	0.0301	0.0444	0.0101
O	0.1006	-0.0273	-0.0387
O	-0.0775	0.0256	0.0659
O	-0.0171	-0.0507	0.0268
O	-0.0282	-0.002	-0.0535
O	-0.0012	-0.0128	0.0296
O	-0.0309	0.0198	0.1761
O	0.0086	0.0293	0.0698
O	-0.0552	-0.0529	-0.1781
O	-0.0243	0.0136	0.0092
O	0.0833	0.0222	0.2003
O	-0.0005	-0.0366	-0.1103
O	-0.0133	0.1161	0.0135
O	0.006	-0.002	-0.1123
O	-0.0104	-0.0422	-0.0163
O	-0.0042	0.0371	0.0014
O	0.0383	0.128	0.0524
O	0.039	0.0468	0.0115
O	-0.0702	0.0956	0.1244
O	-0.0039	0.0125	0.028
O	0.1416	0.1103	-0.1543
O	0.0647	0.0762	0.0144
O	-0.0179	-0.0177	-0.0396
O	-0.0313	-0.0749	0.0582
O	-0.0321	0.0079	0.1461
O	-0.0135	0.0381	0.0665
O	0.0062	0.0064	0.0416
O	-0.1629	0.0737	-0.1383
O	-0.0327	-0.0232	0.1187
O	0.0921	0.0078	0.1475
O	0.0154	0.0004	-0.0214
O	-0.0156	-0.0112	-0.0426
O	0.1041	-0.0688	0.17
O	0.0247	0.0644	-0.0782
O	-0.0365	0.0298	0.2597
O	0.0279	-0.1875	-0.1298
O	0.0827	-0.0199	-0.075
O	0.0841	-0.1067	-0.1868
O	-0.0505	0.0854	0.0399
O	-0.0307	0.0145	0.0108
O	-0.0015	0.0403	0.0402
O	-0.0626	-0.0042	-0.1025
O	0.0208	-0.014	-0.0256
O	0.0008	-0.0731	0.0794
O	0.0044	-0.0382	-0.015
O	0.1401	-0.0742	0.0205
O	-0.0114	-0.0726	0.108
O	0.0284	-0.0379	0.0165
O	-0.0241	0.0108	0.0849
O	0.2136	-0.0308	-0.09
O	0.0711	-0.0723	-0.1425
O	0.0357	0.1704	-0.0516
O	0.0562	-0.0316	-0.0715
O	-0.0679	-0.049	-0.1242
O	0.0403	-0.0113	-0.0191
O	-0.034	0.0873	0.0098
O	0.0388	-0.0152	0.0515
O	0.1263	0.0252	0.0928
O	-0.0402	-0.0216	0.15
O	0.0156	0.03	0.1912
O	0.059	-0.0356	-0.005
O	0.032	-0.0216	-0.068
O	-0.0111	-0.021	0.0809
O	-0.0955	-0.0335	0.1623
O	-0.0151	0.0049	-0.0584
O	-0.0229	0.0335	-0.0135
O	-0.0188	-0.0827	-0.0774
O	0.0087	-0.0656	-0.0239
O	-0.0261	0.0304	0.0445
O	0.1812	0.0477	-0.1603
O	-0.0459	-0.0257	0.054
O	0.045	0.0184	-0.0656
O	0.0662	0.074	0.002
O	-0.0264	-0.0855	-0.0426
O	-0.0101	0.0013	-0.0289
O	-0.144	-0.0057	-0.1319
O	0.0332	0.0095	0.0582
O	0.1463	-0.2237	0.2798
O	-0.0873	-0.0245	0.0987
O	-0.0415	-0.16	0.0791
O	0.1113	-0.0327	-0.243
O	0.281	-0.0855	0.275
O	0.1454	-0.0379	-0.1035
O	0.0526	-0.1169	0.0652
O	0.0786	-0.5566	0.0014
O	-0.2321	0.0454	-0.0895
O	-0.1535	-0.0114	-0.1793
O	0.0633	-0.062	-0.0397
O	0.1717	0.2339	-0.2918
O	0.105	-0.1194	0.4421
O	-0.1529	-0.1052	-0.0787

The program warned: the cutoff lies below the one the program advises for these potential files; the forces do not sum to zero within the program's tolerance; the exchange-correlation potential is rough where the density is thin.
